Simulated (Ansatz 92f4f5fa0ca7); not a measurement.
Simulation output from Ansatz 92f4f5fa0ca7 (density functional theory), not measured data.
Periodic cell of 223 atoms, Si133O90, from a study of silicon, its oxide and their interface. The atomic structure is a simulated model.
Doubt: the cutoff is far below the 930 eV that the study's wrapper takes by default for these files, so forces and energies are approximate.
This geometry differs little from another in the collection (a relaxation step or a small displacement).

Settings
functional: PBE
potential files: Ansatz PAW
basis: plane waves
wave-function cutoff: 580 eV
density cutoff ratio: 5
exchange-correlation grid ratio: 1
k mesh: 1 x 1 x 1, Gamma-centred
self-consistency stop: 5e-08 eV per atom in the density residual
occupations: fixed
spin: none
net charge: 0

Cell vectors (angstrom)
a 10.938 0 0
b 0 10.938 0
c 0 0 32.24

Atoms and the computed forces on them: element, x, y, z (angstrom), force x, y, z (eV/angstrom)
Si 0.2419 -0.2269 24.7521 -0.0069 0.0104 -0.0199
Si 5.8016 -0.1902 24.8009 -0.0263 0.0107 0.0336
Si 2.4136 2.9254 24.7342 0.0037 -0.0033 -0.0153
Si 8.0194 2.7656 25.0216 0.0006 0.0016 -0.0096
Si 0.1585 5.1745 24.6584 -0.0176 0.016 0.0293
Si 5.8432 5.0987 24.9647 -0.0001 -0.0067 -0.0333
Si 2.4751 8.413 24.4407 0.0143 -0.0077 0.0145
Si 8.0936 8.5708 24.7892 -0.0002 -0.0076 -0.0042
Si 1.3681 1.3457 26.1074 0 -0.0007 0.0086
Si 6.8247 1.2733 26.3102 -0.0029 -0.0041 -0.012
Si 4.0678 4.0533 26.0875 -0.0019 -0.0031 0.0104
Si 9.6377 4.0427 26.1284 0.0019 0.0086 -0.0107
Si 1.3695 6.8221 25.9013 -0.003 -0.0056 -0.0085
Si 6.9283 6.8727 26.0478 0.006 0.0059 0.0036
Si 4.1014 9.5056 25.8996 0.0035 0.004 -0.0095
Si 9.6258 9.6246 26.1693 0.0009 -0.0023 0.0061
Si 2.7925 -0.0384 27.4003 0.007 -0.0025 0.0035
Si 8.2614 -0.0259 27.5601 0.0017 0.007 0.0051
Si 0.024 2.6887 27.4959 -0.0014 -0.0022 0.0076
Si 5.4208 2.7183 27.5048 -0.0012 -0.0018 0.0123
Si 2.7251 5.4963 27.4036 -0.0051 0.0018 -0.0029
Si 8.2521 5.4715 27.4463 0.0013 -0.0095 0.0097
Si 0.0341 8.1522 27.4204 0.0038 -0.0063 0.0062
Si 5.4617 8.1845 27.3937 -0.0017 0.0069 0.0009
Si 4.1018 1.3673 28.8217 -0.2154 -0.3914 0.2928
Si 9.5708 1.3673 28.8217 0.1917 0.1736 0.7417
Si 1.3673 4.1018 28.8217 0.1331 0.1461 -0.112
Si 6.8362 4.1018 28.8217 0.0063 0.1366 -0.1531
Si 4.1018 6.8362 28.8217 -0.0158 0.0275 -0.2673
Si 9.5708 6.8362 28.8217 0.2609 -0.05 0.0632
Si 1.3673 9.5708 28.8217 0.2124 -0.1438 -0.399
Si 6.8362 9.5708 28.8217 -0.2082 -0.3422 0.0474
Si 0 0 30.189 -0.0381 0.1034 -0.0027
Si 5.469 0 30.189 -0.0386 0.0182 -0.0006
Si 2.7345 2.7345 30.189 -0.0324 -0.0156 -0.0144
Si 8.2035 2.7345 30.189 0.0564 -0.0246 0.007
Si 0 5.469 30.189 -0.0334 0.0157 -0.0002
Si 5.469 5.469 30.189 0.0033 0.0265 -0.0411
Si 2.7345 8.2035 30.189 0.0229 0.0409 -0.0241
Si 8.2035 8.2035 30.189 -0.0943 -0.0461 -0.0197
Si 1.3673 1.3673 31.5562 0.0142 -0.0134 -0.0064
Si 6.8362 1.3673 31.5562 -0.0109 0.0044 -0.0274
Si 4.1018 4.1018 31.5562 0.0459 -0.0498 -0.0196
Si 9.5708 4.1018 31.5562 -0.0175 0.0304 -0.0177
Si 1.3673 6.8362 31.5562 0.0143 -0.0222 -0.0322
Si 6.8362 6.8362 31.5562 0.0441 -0.026 0.0011
Si 4.1018 9.5708 31.5562 0.0222 -0.0266 -0.024
Si 9.5708 9.5708 31.5562 0.0219 -0.0199 -0.026
Si 2.7345 0 0.6835 0.0225 0.0253 0.0121
Si 8.2035 0 0.6835 -0.015 0.0486 0.0205
Si 0 2.7345 0.6835 -0.0557 -0.0091 0.0132
Si 5.469 2.7345 0.6835 0.0016 0.0042 0.0238
Si 2.7345 5.469 0.6835 -0.0316 0.0408 0.0204
Si 8.2035 5.469 0.6835 0.0091 -0.0071 0.0262
Si 0 8.2035 0.6835 -0.0106 -0.0281 0.0202
Si 5.469 8.2035 0.6835 -0.0529 0.0531 0.0067
Si 4.1018 1.3673 2.0507 -0.0089 -0.0047 -0.0073
Si 9.5708 1.3673 2.0507 0.0498 -0.0205 0.0323
Si 1.3673 4.1018 2.0507 0.0361 -0.0212 0.0396
Si 6.8362 4.1018 2.0507 -0.0336 -0.0139 -0.0033
Si 4.1018 6.8362 2.0507 0.0967 -0.0077 0.0236
Si 9.5708 6.8362 2.0507 -0.0325 -0.0008 -0.0317
Si 1.3673 9.5708 2.0507 0.0155 0.0274 -0.0076
Si 6.8362 9.5708 2.0507 0.0371 -0.088 0.0269
Si 0 0 3.418 0.0523 0.1179 -0.0461
Si 5.469 0 3.418 -0.1581 0.2794 0.2237
Si 2.7345 2.7345 3.418 0.0497 -0.111 -0.0078
Si 8.2035 2.7345 3.418 -0.1447 -0.0452 0.1978
Si 0 5.469 3.418 -0.2224 0.0192 0.0367
Si 5.469 5.469 3.418 0.0045 -0.0159 -0.2384
Si 2.7345 8.2035 3.418 0.0344 0.2504 0.0873
Si 8.2035 8.2035 3.418 -0.0441 -0.0589 -0.4698
Si 1.3602 1.3816 4.8039 -0.0052 0.0074 0.002
Si 6.8046 1.3976 4.8336 -0.0032 0.0026 -0.003
Si 4.105 4.1113 4.7698 -0.0013 0.0049 -0.0003
Si 9.5428 4.1122 4.8038 -0.001 0.0023 -0.0056
Si 1.3358 6.8705 4.7631 -0.0016 0.002 -0.0081
Si 6.8455 6.8367 4.7455 -0.0038 -0.0009 -0.0061
Si 4.0667 9.628 4.8181 -0.0058 -0.001 -0.0025
Si 9.5327 9.5841 4.737 -0.0016 -0.0005 -0.0103
Si 2.7198 0.0623 6.2687 0.0041 -0.0057 -0.0012
Si 8.1668 -0.0342 6.1413 -0.0031 0.0017 0.0107
Si -0.039 2.756 6.1717 0.005 -0.0041 0.0023
Si 5.4953 2.8409 6.2412 0.0059 -0.0035 -0.0001
Si 2.6842 5.4822 6.075 0.005 -0.0025 0.001
Si 8.1944 5.5029 6.1724 0.0067 -0.0037 -0.0007
Si -0.0439 8.2418 6.1 0.0058 -0.0041 0.0022
Si 5.4888 8.2282 6.0716 0.0048 0.0055 0.007
Si 3.8287 1.7922 7.514 0.005 -0.0054 0.0039
Si 9.7277 1.1369 7.427 -0.0098 0.0102 -0.0162
Si 1.5173 3.9797 7.4658 -0.0034 -0.0004 -0.0045
Si 6.5652 4.543 7.5874 0.0007 -0.0065 0.0059
Si 4.2507 6.6924 7.3022 -0.0072 0.0076 -0.0038
Si 9.3956 7.0473 7.4751 0.0086 -0.0077 0.003
Si 0.9999 9.8356 7.4586 0.0103 -0.0053 0.0021
Si 7.1019 9.2367 7.4596 -0.0176 0.0119 -0.0061
O 3.4823 5.4672 21.8896 -0.0003 -0.0001 0.0006
O 2.6319 2.8563 7.9064 -0.0013 0.0014 0.0032
O 8.3779 1.9835 23.6254 0.0071 0.0002 0.0057
O 5.2309 7.5813 21.6318 0.0014 -0.0016 0.0025
O -2.0176 1.7953 8.7113 -0.0045 0.003 0.009
O 5.3316 5.5969 7.8824 0.0015 -0.0022 0.0033
O 6.9345 9.6479 24.2507 0.0118 -0.009 -0.0081
O 1.3139 4.0602 24.1933 0.0133 -0.0096 -0.0065
O 3.5437 7.3934 8.6045 -0.0015 -0.0003 0.0053
O 0.9801 4.6437 8.8734 0.0001 0 0.0009
O 8.2583 8.1548 7.9257 0.0045 -0.0035 0.0037
O 3.7226 10.0052 9.2218 -0.0016 -0.0006 0.0013
O 7.1943 4.3506 9.1052 -0.0006 0.0004 -0.0031
O 4.4966 1.4808 8.9984 -0.0003 -0.0003 0.0014
O 5.4662 10.9463 10.9927 0.0042 -0.002 0.0004
O 7.2731 2.396 10.7734 0.0015 -0.0004 -0.0009
O 6.9548 3.941 24.6259 -0.002 -0.0011 0.0047
O 10.2634 5.7532 23.3314 0.0017 -0.0011 -0.0079
O 5.3061 0.781 23.5615 -0.0018 0.0072 -0.0146
O 5.3314 5.4664 23.4684 0.0034 -0.0035 0.0121
O -1.5388 7.3455 18.3385 -0.0001 -0.0004 0.0006
O 2.9024 7.9086 22.8968 -0.0011 0.001 -0.0024
O 9.1225 8.1609 23.5431 0.0021 0.0038 0.0002
O -0.4264 11.3558 23.3945 -0.0029 0.002 0.0054
Si -9.2425 -5.1052 16.219 -0.0001 0.0026 0.0014
Si -6.1297 10.9533 17.1333 0.0005 0.0031 -0.0022
Si 1.7018 -2.6296 14.6174 -0.0006 -0.0003 0.0044
Si -1.6657 6.8275 22.5936 0.0028 -0.0042 -0.0008
Si 4.9253 4.7074 22.0786 0.0013 0.0006 0.007
Si 11.6421 14.0225 16.4826 -0.0002 0.0026 -0.0017
Si -2.4107 1.4801 10.2632 -0.0022 0.0004 -0.0001
Si 4.5252 1.0051 19.763 -0.0052 0.0139 -0.0045
Si 2.1888 7.0154 11.7171 -0.0029 0.0022 0.0011
Si 4.3061 1.6514 22.6268 -0.0003 0.0036 0.0007
Si -1.7464 3.5372 17.8777 0.0014 0.0019 -0.0031
Si 13.8527 12.474 15.1889 0.0013 0.0003 0.0029
Si -1.5618 4.7419 12.3145 0.0005 0.0016 0.0016
Si -5.3482 6.2552 16.8462 0.0006 0.0011 0.0014
Si -6.2383 5.3544 12.1878 0.0013 -0.0001 0.0044
Si -1.8577 7.3819 13.9988 0.0021 -0.0002 0.0064
Si 10.3541 1.9465 12.6702 -0.0013 -0.0018 0.0059
Si -1.503 1.3406 22.5957 -0.0012 0.0057 0.0093
Si 2.8894 8.6346 9.4109 0.0042 0.0034 -0.0022
Si 19.9638 7.8536 19.8428 0.0005 -0.0033 -0.0013
Si 6.5915 17.6498 21.2576 0.0002 -0.0002 -0.003
Si -1.7389 11.0048 19.962 -0.0003 -0.004 -0.0006
Si -6.1471 8.6652 15.1386 -0.0004 -0.0012 0.0039
Si 6.8972 3.9838 10.6734 0.0021 -0.001 -0.0019
Si 2.4468 3.2669 19.1736 0.0126 -0.0052 0.0017
Si 3.1947 -4.7219 18.8614 0.0006 0.0029 -0.002
Si -10.8509 5.6061 9.8333 0.0037 0.0004 0.0023
Si 15.2469 4.3941 15.1309 0.0007 -0.002 0.0041
Si -0.1815 10.0875 13.513 0.0005 -0.0016 0.0059
Si 7.002 1.5128 18.4012 -0.0008 -0.0003 -0.0035
Si -4.2121 -0.8829 10.4459 -0.0026 -0.0019 -0.0033
Si -15.5589 -2.9259 12.7124 0.0017 -0.0023 0.0022
Si -6.7993 0.3582 10.1212 0.0009 -0.0011 -0.0055
Si -0.1943 13.4734 20.3047 0.0008 0.0019 0.0022
Si 12.9292 0.7422 12.4219 0.0045 -0.0021 0.0028
Si 19.6396 -4.3751 17.0784 0 -0.0002 0.0003
Si 3.6323 -3.837 21.6633 -0.0004 -0.0003 -0.0032
O -2.813 10.8657 10.4929 -0.0016 0.0003 -0.0026
O 5.312 -1.3005 16.3308 -0.0001 0.0008 -0.0004
O 1.6836 7.6037 13.141 -0.0002 0.0009 -0.0007
O -6.0481 4.6694 13.6452 -0.0009 0.0014 -0.0001
O -4.956 5.211 20.9059 -0.0006 0.0015 -0.0012
O 1.3626 1.9944 15.4724 0.0003 0.0023 -0.0017
O 4.0581 0.7187 21.2987 0.0034 0.0019 -0.0098
O 7.4201 -3.3921 20.1128 0.0026 0.0017 0.0005
O -3.2436 13.864 18.0058 0.0034 0.0001 0.001
O 9.8865 3.5739 19.3663 0.0017 -0.0005 0.0002
O -1.19 8.7835 13.3986 0.0005 0.0001 -0.0029
O 1.3412 9.5972 24.2023 -0.0042 0.0022 -0.0025
O 1.0732 7.1862 15.596 0.001 0.0001 -0.0021
O -2.7912 0.4095 18.7655 0.0029 -0.0006 0.0009
O -0.804 2.6201 16.8868 -0.0007 0.0005 0.0013
O 6.0441 12.5618 19.7267 -0.0143 -0.0073 0.0031
O -1.7805 -3.7356 15.6359 -0.0001 -0.0007 -0.0012
O 1.6794 3.1968 17.764 0.0018 -0.0012 0.0001
O 15.3977 -0.2806 18.7269 -0.0002 0.0044 0.0027
O -2.2938 0.4514 21.4645 0.0023 -0.0007 -0.0033
O -1.0863 1.7148 11.1476 0.0016 0.001 -0.001
O 3.2416 4.6626 19.3621 -0.0069 -0.0087 0.002
O 5.442 6.7886 12.1304 0.004 0.0033 -0.0018
O -1.2327 3.3675 13.1824 -0.0001 0.0011 -0.0019
O 20.4003 9.4162 19.8938 0.001 0.0033 0.0024
O -7.0578 2.8392 15.1712 0.0022 0.0055 -0.0042
O 3.5444 13.044 19.1223 0.0109 -0.0003 0.0114
O 2.9595 8.2585 10.9893 -0.0001 -0.0026 -0.0002
O -6.3339 6.5731 18.1092 0.0015 -0.0001 -0.0007
O 13.8788 0.7359 13.762 0 0.0009 -0.0013
O -4.0299 8.7761 11.4132 -0.0005 0.0022 0.0007
O 3.003 -3.6797 20.1312 -0.0002 0.0001 0.0012
O 7.5122 -3.5023 13.6293 -0.0024 0.0009 -0.0055
O 0.7644 -1.2913 14.7788 0.0007 0.0003 -0.0016
O 1.9646 -4.6859 17.7835 0.0012 -0.0003 -0.0015
O 3.4842 0.5859 16.3774 0.0037 0 -0.0001
O 7.8281 4.7808 11.7705 0.0022 0.0002 -0.0006
O 1.4079 8.9719 8.8146 -0.0013 -0.0006 -0.0006
O 0.6423 -6.3165 15.9275 0.0009 -0.0034 0.0018
O -7.8181 5.6762 11.8941 0.0019 -0.0006 -0.0023
O -8.011 11.7476 11.1037 -0.0026 0.0002 0.001
O -0.0862 0.0416 7.9745 0.0047 -0.0029 0.005
O -0.3823 0.9858 19.7442 0.0001 -0.0027 -0.0003
O 7.094 6.6194 17.2903 0.0021 0.0002 0
O 1.3647 2.9906 20.3587 0.0084 -0.0014 -0.0052
O -1.2451 6.053 13.2421 0.0003 0.0006 -0.0025
O -5.5156 9.0013 13.6691 0.0007 0 -0.003
O 4.9282 -7.8456 22.1457 -0.0014 -0.0024 0.0003
O 0.9772 6.6508 10.7014 0.0024 -0.0007 0
O 0.9581 -11.4956 12.3261 0.0004 0.001 -0.0043
O 7.7055 6.3689 22.4279 -0.0038 -0.0013 0.0014
O 10.2743 4.6946 10.9511 -0.0008 -0.0003 0.0011
O -4.857 11.9908 17.1297 -0.0008 -0.0022 0.0018
O 10.1985 2.5765 21.8391 -0.0017 -0.0062 0.0035
O -0.9605 11.549 13.6108 0.0005 0.0013 -0.0033
O 9.8499 7.1346 21.0839 0.0011 0.0019 -0.0031
O 11.9829 2.0778 12.5442 0.0012 0.0011 -0.0032
O -15.4505 -1.2482 8.8857 0.0009 0.0008 0.0097
O 5.2335 -3.7729 15.5435 0.0003 0.0009 -0.0007
O 9.1226 5.0045 17.2145 0.0002 -0.0026 0.0022
O -5.513 15.6493 16.2956 -0.0014 -0.0011 -0.0025
O 14.1207 8.7552 15.0578 0.0019 0 -0.0029
O 2.9369 2.0265 23.4343 0.0012 -0.0008 0.0041
O -0.9493 6.4343 8.8867 -0.0026 0.0024 -0.003
O 5.3475 4.3314 11.0784 -0.0021 0.0032 0.0009
O -7.8838 5.3931 15.4374 0.0006 -0.0013 -0.0017

Results
free energy: -135736.370 eV
free energy less fixed offsets of O -568.88, Si -635.61 eV per atom: -1.040 eV

The program warned: the cutoff lies below the one the program advises for these potential files; the forces do not sum to zero within the program's tolerance; the exchange-correlation potential is rough where the density is thin.
